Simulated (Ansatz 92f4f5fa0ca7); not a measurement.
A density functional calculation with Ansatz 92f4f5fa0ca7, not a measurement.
Periodic cell of 226 atoms, Si134O92, from a study of silicon, its oxide and their interface. The atomic structure is a simulated model.
Doubt: the cutoff is far below the 930 eV that the study's wrapper takes by default for these files, so forces and energies are approximate.
This geometry differs little from another in the collection (a relaxation step or a small displacement).

Settings
functional: PBE
potential files: Ansatz PAW
basis: plane waves
wave-function cutoff: 580 eV
density cutoff ratio: 5
exchange-correlation grid ratio: 1
k mesh: 1 x 1 x 1, Gamma-centred
self-consistency stop: 5e-08 eV per atom in the density residual
occupations: fixed
spin: none
net charge: 0

Cell vectors (angstrom)
a 10.938 0 0
b 0 10.938 0
c 0 0 32.2778

Atoms: element, x, y, z (angstrom)
Si 0.2493 -0.3809 24.8549
Si 5.1489 0.275 24.7209
Si 2.9733 2.6358 24.71
Si 7.9881 3.1059 24.9854
Si -0.38 5.6762 24.9023
Si 5.6916 5.2537 24.794
Si 2.6333 8.4488 24.6157
Si 8.5449 8.0884 24.934
Si 1.3392 1.42 25.9812
Si 6.8475 1.3337 26.0379
Si 4.1452 4.0952 26.1432
Si 9.478 4.2235 26.3823
Si 1.4476 6.7944 25.9476
Si 6.7987 6.9352 26.0546
Si 4.0466 9.639 26.0969
Si 9.7206 9.5041 26.3503
Si 2.6749 0.0608 27.4667
Si 8.2196 -0.0045 27.4834
Si -0.0075 2.736 27.4819
Si 5.5008 2.6929 27.4892
Si 2.7451 5.4649 27.4484
Si 8.0822 5.603 27.5792
Si 0.1357 8.0751 27.5418
Si 5.4265 8.2561 27.4557
Si 4.1018 1.3673 28.8596
Si 9.5708 1.3673 28.8596
Si 1.3673 4.1018 28.8596
Si 6.8362 4.1018 28.8596
Si 4.1018 6.8362 28.8596
Si 9.5708 6.8362 28.8596
Si 1.3673 9.5708 28.8596
Si 6.8362 9.5708 28.8596
Si 0 0 30.2268
Si 5.469 0 30.2268
Si 2.7345 2.7345 30.2268
Si 8.2035 2.7345 30.2268
Si 0 5.469 30.2268
Si 5.469 5.469 30.2268
Si 2.7345 8.2035 30.2268
Si 8.2035 8.2035 30.2268
Si 1.3673 1.3673 31.5941
Si 6.8362 1.3673 31.5941
Si 4.1018 4.1018 31.5941
Si 9.5708 4.1018 31.5941
Si 1.3673 6.8362 31.5941
Si 6.8362 6.8362 31.5941
Si 4.1018 9.5708 31.5941
Si 9.5708 9.5708 31.5941
Si 2.7345 0 0.6835
Si 8.2035 0 0.6835
Si 0 2.7345 0.6835
Si 5.469 2.7345 0.6835
Si 2.7345 5.469 0.6835
Si 8.2035 5.469 0.6835
Si 0 8.2035 0.6835
Si 5.469 8.2035 0.6835
Si 4.1018 1.3673 2.0507
Si 9.5708 1.3673 2.0507
Si 1.3673 4.1018 2.0507
Si 6.8362 4.1018 2.0507
Si 4.1018 6.8362 2.0507
Si 9.5708 6.8362 2.0507
Si 1.3673 9.5708 2.0507
Si 6.8362 9.5708 2.0507
Si 0 0 3.418
Si 5.469 0 3.418
Si 2.7345 2.7345 3.418
Si 8.2035 2.7345 3.418
Si 0 5.469 3.418
Si 5.469 5.469 3.418
Si 2.7345 8.2035 3.418
Si 8.2035 8.2035 3.418
Si 1.2768 1.4242 4.8125
Si 6.7752 1.392 4.7783
Si 4.1583 4.0359 4.824
Si 9.5984 4.0909 4.8499
Si 1.4022 6.7442 4.7558
Si 6.8081 6.8476 4.7779
Si 4.1084 9.6041 4.774
Si 9.6528 9.5297 4.703
Si 2.6532 0.0186 6.0685
Si 8.3095 0.0524 5.9124
Si -0.0188 2.7452 6.3911
Si 5.3915 2.6212 6.3419
Si 2.7861 5.4009 6.1521
Si 8.1483 5.4527 6.1322
Si -0.0289 8.0599 6.0578
Si 5.489 8.2591 6.1588
Si 3.6657 1.4384 7.6463
Si 9.1795 1.5242 7.5609
Si 1.6396 3.9551 7.6578
Si 7.0189 3.903 7.5045
Si 3.9197 7.0369 7.4225
Si 9.2826 7.0396 7.4606
Si 1.5778 9.2353 7.2264
Si 7.1978 9.4774 7.2356
O 6.8477 4.1462 24.3706
O 1.4164 9.5304 24.2123
O 6.6202 -2.4521 12.42
O 2.7716 8.1864 7.7393
O 4.1942 0.2962 11.5317
O 8.2338 8.2873 7.801
O 5.5835 10.491 23.2978
O -0.1491 4.7612 23.5467
O 3.997 0.4023 8.9147
O 9.2446 0.6204 8.9839
O 0.8258 9.7736 8.5971
O 3.0022 1.7966 13.4494
O 9.8442 6.3541 8.8648
O 1.1413 4.9082 8.943
O 6.527 4.6858 8.8779
O 4.4751 6.4002 8.8456
O 7.8569 0.2706 22.1904
O 8.9764 2.6738 23.7404
O 2.4388 3.4225 23.3367
O 10.1075 0.0486 23.6731
O 10.819 11.3636 19.9817
O 7.9699 8.1386 19.8363
O 4.9735 5.7567 23.399
O 3.5126 7.9529 23.2718
Si 4.0467 -0.6415 10.1968
Si -12.9319 3.8413 20.0932
Si 12.687 2.8866 21.9287
Si 13.5572 -1.2921 19.7064
Si 20.4577 11.9409 19.1868
Si 4.2842 2.4002 17.7742
Si -8.7281 -6.65 16.5922
Si 0.3198 4.9073 12.7165
Si 8.7331 9.1365 18.7834
Si 6.445 9.5529 13.6397
Si 10.8363 -1.1643 20.3958
Si 0.5251 0.0765 12.1874
Si -1.2926 -8.5443 13.5249
Si 0.9406 4.5645 19.3347
Si 17.2071 10.9239 21.8655
Si 6.6507 -2.3863 10.7993
Si 1.6217 6.8823 14.9398
Si 3.0334 -4.3508 19.6855
Si -4.0176 12.4173 12.2955
Si -0.9781 3.5598 22.7984
Si 5.7103 5.8049 9.7398
Si 4.1988 8.2755 15.4128
Si 4.4161 6.8854 22.3705
Si 8.99 10.1851 22.7884
Si 7.8887 10.9153 9.6812
Si 3.1134 1.4712 11.8404
Si 6.3768 8.2303 20.2462
Si -6.2423 3.7651 11.9209
Si 12.0779 -1.8269 10.0582
Si 8.4933 10.0048 15.9024
Si 2.8065 10.6815 16.9061
Si 13.592 3.3779 13.7319
Si 3.9497 1.2332 20.6278
Si 11.1921 6.0484 9.7557
Si 6.9747 3.9061 17.8291
Si -2.002 1.9296 16.4446
Si 0.6195 -1.124 15.0449
Si 5.3088 6.542 17.7787
O -5.0514 2.6829 17.8377
O 1.6939 14.7856 20.6049
O 2.1117 10.382 18.3518
O 3.8052 1.0475 16.9642
O -1.3903 6.887 24.4048
O 14.9724 -6.7225 13.3793
O 3.616 20.281 16.4898
O 7.5993 -6.6465 19.3035
O 8.1756 9.0203 23.6139
O 0.7928 8.2177 15.4005
O 2.7097 -1.544 10.3984
O 1.5822 3.8941 12.6101
O 3.6857 3.7244 17.0247
O -4.2409 7.0308 10.1997
O 0.9884 -3.4538 10.013
O 5.4483 1.3083 21.3104
O -2.8142 -7.6268 16.8156
O 9.0035 4.255 21.6625
O 0.1762 2.5432 22.2317
O 18.9273 9.4489 10.4282
O 11.911 -0.8044 13.4847
O 8.916 13.157 20.0468
O 9.8553 2.2087 15.1328
O -0.531 1.2194 12.6675
O 0.76 -4.8222 13.7617
O 1.4204 -1.5174 20.7854
O -5.0519 24.5935 12.2168
O -0.9159 3.9553 13.2039
O 1.5722 -0.0873 15.8712
O 18.9085 0.6061 16.201
O -5.6407 -1.6773 10.1964
O 9.8349 9.4376 21.6207
O 5.7858 7.7315 18.8006
O 8.418 10.7273 19.1184
O 3.4252 6.2391 21.2381
O 14.7103 10.5882 20.3121
O 8.1008 2.1661 13.1555
O 4.0334 5.8814 18.5926
O 0.1066 9.8449 11.1082
O 5.7395 7.4096 21.5222
O 1.9383 5.8641 16.2049
O 8.136 2.7617 7.9514
O 12.2055 3.9046 17.8659
O -9.2794 -10.0016 11.371
O -4.5091 0.1604 13.1218
O 20.8608 12.4794 17.6977
O 14.7669 2.2049 19.3293
O 1.9468 3.4947 15.1848
O 2.6762 1.6 21.5728
O 6.347 5.3413 17.384
O 1.5073 -4.8403 19.384
O -4.0998 10.5838 8.4461
O 3.1959 8.1747 19.4134
O 7.6524 -1.6102 14.7001
O -0.6759 4.5126 19.4079
O 5.0631 -1.7784 14.3754
O -0.9131 -0.7785 15.4033
O 5.127 5.0777 11.081
O 6.1798 9.7754 20.7148
O 7.327 11.999 10.7637
O 4.9993 7.1851 16.3158
O 3.087 7.4769 14.4975
O 8.3794 8.9846 17.193
O 15.021 12.4108 24.3008
O 10.3291 -2.0354 19.0893
O -0.0922 -5.4591 11.2465
O 3.5855 2.8594 11.0899
O 2.668 2.7071 8.1265

Results
free energy: -137506.761 eV
free energy less fixed offsets of O -568.88, Si -635.61 eV per atom: 1.939 eV

Forces (eV/angstrom), in the order of the atoms: element, x, y, z
Si 0.0046 0.0217 0.0152
Si 0.0344 0.0023 0.0143
Si -0.0204 0.0002 0.0275
Si 0.007 -0.0308 0.009
Si 0.025 -0.0107 0.0022
Si -0.0035 0.0146 0.0022
Si 0.0001 -0.0201 0.0287
Si -0.0203 0.0098 -0.0043
Si 0.002 -0.0034 -0.0109
Si -0.0008 0.0008 -0.009
Si -0.0031 0.0004 -0.0093
Si 0.0046 -0.008 0.0028
Si -0.0038 0.0028 -0.0142
Si 0.0014 0.0011 -0.0118
Si 0.0054 0.002 -0.0052
Si -0.0034 0.0119 0.0078
Si -0.0066 0.0087 -0.0028
Si -0.0031 0.003 0.0036
Si 0.0039 -0.0041 0.0056
Si 0.0056 -0.0091 0.0024
Si -0.0014 -0.0004 0.0135
Si 0.0015 0.0043 0.0124
Si 0.0013 -0.0093 0.0031
Si -0.0039 0.0016 0.0141
Si -0.0881 -0.0483 -0.0342
Si -0.0261 0.0222 -0.0354
Si 0.0914 0.0077 -0.2351
Si -0.3007 -0.0025 0.2547
Si -0.0789 0.096 -0.2957
Si 0.1462 0.0764 0.518
Si 0.2525 0.0006 0.1197
Si -0.0494 0.066 -0.185
Si -0.0723 -0.1149 -0.0303
Si -0.0443 -0.0443 -0.019
Si 0.0841 0.0501 -0.0101
Si 0.0915 0.104 -0.0163
Si -0.184 -0.101 0.0152
Si -0.0495 -0.1576 0.0086
Si 0.0975 0.1656 0.0208
Si 0.1844 0.1131 0.0078
Si -0.025 -0.0401 -0.0378
Si -0.0307 -0.0149 -0.0408
Si -0.0338 0.0829 0.016
Si 0.0545 -0.0245 0.0206
Si 0.006 0.0193 -0.0492
Si 0.0271 -0.0152 -0.0452
Si 0.0273 -0.0454 0.0054
Si -0.0809 0.064 0.0169
Si 0.0531 -0.0465 -0.0257
Si 0.0242 0.0178 0.0147
Si 0.0082 -0.0052 0.0369
Si -0.0103 0.0248 0.0389
Si -0.0333 -0.0205 0.0121
Si 0.0076 -0.0183 -0.0108
Si -0.0144 -0.0028 0.0355
Si 0.031 0.0307 0.0312
Si -0.0774 -0.1265 0.0059
Si -0.0773 -0.134 0.027
Si -0.0408 0.03 -0.0146
Si 0.1056 0.1217 0.0068
Si -0.0543 -0.0491 0.0123
Si -0.0819 -0.0386 0.0245
Si 0.0836 0.1505 -0.0143
Si 0.0261 0.0226 0.0093
Si 0.282 0.2193 -0.4578
Si -0.0483 0.0827 -0.303
Si -0.1188 0.0398 0.2776
Si -0.0404 0.2116 0.3218
Si -0.0281 -0.489 -0.1311
Si -0.0404 -0.2194 0.0556
Si 0.0545 -0.0403 0.1151
Si -0.0676 -0.0545 -0.1675
Si -0.0076 0.0127 0.0005
Si -0.0081 0.001 -0.0017
Si 0.0097 -0.0005 -0.0086
Si -0.0004 -0.0042 -0.014
Si 0.0048 -0.0089 -0.0198
Si 0.012 -0.002 -0.0134
Si -0.0018 0.0052 0.0001
Si 0.0031 -0.0031 -0.0043
Si 0.0083 -0.0137 -0.0166
Si 0.0018 -0.0004 -0.0009
Si 0.0116 -0.0087 0.0092
Si 0.0033 -0.0012 -0.0012
Si -0.012 -0.0063 0.0072
Si -0.0014 0.0191 -0.0019
Si -0.0164 0.0106 0.0048
Si -0.0519 -0.0249 0.0046
Si 0.0068 0.0044 0.0097
Si 0.0145 -0.0089 0.0006
Si -0.0142 0.0147 -0.0231
Si -0.0178 -0.0004 0.0161
Si 0.0403 0.0111 -0.001
Si 0.0117 -0.0045 0.006
Si -0.0053 -0.0037 0.015
Si 0.0327 0.0124 0.0276
O -0.0112 0.0122 -0.0023
O -0.0016 0.0021 -0.0064
O -0.0002 0.002 0.0045
O -0.0168 0.0124 -0.0028
O 0 0.0025 -0.0009
O -0.0105 0.008 -0.0029
O -0.0012 -0.002 0.0014
O 0.0037 -0.002 -0.0029
O -0.0017 0.006 -0.0056
O 0.0015 0.0037 -0.0036
O 0.001 0.0022 -0.0056
O 0.0007 0.0004 0.0002
O -0.0067 0.0028 -0.0062
O 0.0006 -0.0031 0.0066
O 0.0034 -0.0034 -0.008
O -0.0021 -0.0007 -0.0051
O 0.0014 -0.0011 0.0042
O 0.0052 -0.0056 -0.0046
O 0.0032 -0.0013 -0.0011
O -0.0036 0.0081 -0.0076
O 0.0004 -0.0003 0.0036
O 0.0022 0.0012 0.0037
O 0.0057 -0.0068 0.0103
O -0.006 0.0034 0.0005
Si 0.0017 -0.0041 0.0065
Si 0.0003 0.0005 -0.0016
Si -0.0025 0.0023 -0.0005
Si 0.0012 0.0003 -0.0046
Si -0.0006 0.0033 -0.0037
Si 0.0007 0.0009 -0.0021
Si 0.0007 0.0013 -0.0017
Si 0.0001 0.0018 -0.0005
Si -0.0008 0.0015 -0.0032
Si 0.0006 -0.0012 0.0027
Si -0.0035 0.0004 -0.0032
Si 0 -0.0011 0.0027
Si -0.0009 0.0001 0.0021
Si 0.0013 -0.0005 -0.0021
Si 0.0017 -0.001 0.0007
Si 0.0009 -0.0001 -0.0007
Si 0.0013 -0.0001 0.0006
Si 0.0007 -0.0008 -0.0031
Si 0.0017 -0.0014 0.0009
Si -0.0026 0.0019 0.0042
Si -0.0018 0.0027 -0.0001
Si 0.0026 -0.0004 0
Si 0.0005 0.0015 -0.0051
Si -0.0044 -0.0013 0.0012
Si 0.0022 -0.0025 -0.0055
Si 0.0017 -0.0006 0.0023
Si 0.0004 0.0019 -0.0042
Si 0.0019 0.0023 0.001
Si -0.003 -0.0046 -0.0026
Si 0.0012 -0.0026 -0.0072
Si 0.0006 -0.0001 -0.0016
Si 0.0013 0.0009 0.0025
Si 0.0018 0.0002 -0.0043
Si -0.0002 -0.0004 0.0004
Si 0.0021 -0.0003 -0.0032
Si 0.0013 -0.0001 -0.0003
Si -0.0029 0.0023 0.0007
Si 0.0011 0.0013 -0.0029
O 0.0014 0.0002 0.0028
O 0.0011 0.0027 0.0006
O 0.0007 0.0002 0.0026
O 0.0004 0.0002 0.0022
O 0.0007 0.0001 0.0003
O 0.0004 0.0005 0.0003
O 0.0007 0.001 0.0022
O 0 0.0006 0.0021
O -0.0011 0.0014 0.0018
O 0.0002 0.0012 0.0008
O 0.0045 0.0021 -0.0004
O -0.0001 0.0005 -0.0001
O 0.0012 -0.0002 0.0021
O 0.0004 0.0018 0
O 0.0033 0.0017 0.0017
O -0.0022 0.0013 0.0021
O -0.002 0.0016 0.0031
O 0.001 0.0001 0.0019
O -0.0006 -0.0011 0.0029
O 0.0003 -0.0047 0.0027
O -0.0009 0 0.0033
O 0.0012 -0.0022 0.0025
O 0 0.0002 0.0005
O -0.0009 0.0016 0.0004
O 0.0014 0.0003 0.0013
O 0.0015 -0.0001 0.0042
O -0.0006 0.0011 -0.001
O 0.0005 -0.0002 -0.0002
O 0.0004 -0.0012 -0.001
O 0.0013 -0.0011 0.0001
O 0.0005 0.0023 -0.0027
O 0.0005 0.0003 0.0013
O 0.0001 -0.0002 0.0027
O 0.0006 -0.0003 0.0023
O -0.001 -0.0006 0.0009
O 0.0001 -0.0005 0.0037
O 0.0023 0.0016 -0.0007
O 0 -0.0002 0.0028
O -0.0023 0.0024 0.0009
O 0.0015 0.0002 0.0032
O 0.0008 -0.0004 0.0013
O -0.0002 0.0031 -0.0001
O 0.0009 0.0007 0.0025
O 0.0007 0.0011 -0.0003
O 0.0005 -0.0006 0.0003
O 0.0003 0.0004 0.0024
O 0 0.0008 0.0027
O 0.0004 -0.0003 0.0013
O 0.0019 -0.0015 0.003
O 0.0006 -0.0002 0.0027
O -0.0001 0 0.0025
O -0.0038 -0.0088 -0.0099
O 0 0.002 0.0039
O 0.0049 0.0052 0.0042
O 0.0017 0.0011 0.0017
O 0.0048 0.0003 0.0004
O -0.0012 -0.0011 0.005
O -0.0007 -0.0023 0.0016
O 0.0007 -0.0006 0.0033
O -0.0033 0.0037 0.004
O -0.0002 0.0014 0.0015
O 0.0009 0.0005 0.0005
O -0.0007 0.0011 -0.0016
O -0.0085 0.0027 -0.0067
O 0.0012 0.0005 0.0027
O 0.0003 -0.0023 0.0041
O -0.0001 -0.0004 -0.0013
O 0.014 -0.0135 0.0032

The program warned: the cutoff lies below the one the program advises for these potential files; the forces do not sum to zero within the program's tolerance; the exchange-correlation potential is rough where the density is thin.
